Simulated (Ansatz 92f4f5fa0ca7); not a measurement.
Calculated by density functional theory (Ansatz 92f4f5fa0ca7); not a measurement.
Periodic cell of 224 atoms, Si133O89H1N1, from a study of silicon, its oxide and their interface. The atomic structure is a simulated model.
Doubt: the cutoff is far below the 930 eV that the study's wrapper takes by default for these files, so forces and energies are approximate.
This geometry differs little from another in the collection (a relaxation step or a small displacement).

Settings
functional: PBE
potential files: Ansatz PAW
basis: plane waves
wave-function cutoff: 580 eV
density cutoff ratio: 5
exchange-correlation grid ratio: 1
k mesh: 1 x 1 x 1, Gamma-centred
self-consistency stop: 5e-08 eV per atom in the density residual
occupations: fixed
spin: none
net charge: 0

Cell vectors (angstrom)
a  10.938  0  0
b  0  10.938  0
c  0  0  32.4039

Atoms and the computed forces on them: element, x, y, z (angstrom), force x, y, z (eV/angstrom)
Si  0.2795  -0.1872  24.9541  -0.0005  -0.0018  0.0086
Si  5.1945  0.4713  24.9462  -0.0004  0.0101  -0.0072
Si  2.8801  2.6432  25.0302  0.0037  -0.0075  0.0089
Si  7.9249  2.9853  24.9382  0.0025  -0.0069  0.008
Si  -0.2218  5.7594  24.9257  0.0024  -0.002  0.004
Si  5.719  5.2457  24.9503  -0.0042  0.0043  0.0133
Si  2.5052  8.5061  24.8995  -0.0026  0.0024  0.007
Si  8.4677  7.9957  24.8519  -0.0089  0.0083  0.0098
Si  1.3679  1.3904  26.3113  0.0089  -0.0066  0.0003
Si  6.8099  1.4536  26.3249  -0.0025  0.0045  -0.0032
Si  4.1119  4.1685  26.307  0.0062  -0.0065  -0.0029
Si  9.5619  4.1393  26.2082  -0.0055  0.0047  -0.0029
Si  1.3618  6.9128  26.2442  -0.0056  0.005  -0.0028
Si  6.8739  6.8665  26.2087  0.0041  -0.0047  -0.0019
Si  4.1282  9.6479  26.1716  -0.0099  0.0015  0.0021
Si  9.5775  9.5937  26.2086  0.0037  -0.0035  -0.0027
Si  2.7527  0.0036  27.6344  -0.0002  0.008  -0.0078
Si  8.1944  0.0095  27.5965  0.001  -0.0003  0.0011
Si  -0.0347  2.7584  27.6087  0.0017  -0.0021  0.0014
Si  5.4337  2.7757  27.6829  -0.0026  0.0021  -0.0032
Si  2.7071  5.5192  27.6171  0.0004  -0.0016  0.0037
Si  8.2015  5.4832  27.6201  -0.0038  0.0026  -0.0053
Si  -0.0253  8.2316  27.6326  -0.0011  0.0012  -0.0034
Si  5.4641  8.2265  27.5623  0.0008  -0.0035  0.0004
Si  4.1018  1.3673  28.9856  -0.0657  -0.0301  0.3723
Si  9.5708  1.3673  28.9856  -0.1127  0.0253  -0.0842
Si  1.3673  4.1018  28.9856  -0.1008  0.0837  -0.1407
Si  6.8362  4.1018  28.9856  0.0689  0.2275  0.2632
Si  4.1018  6.8362  28.9856  0.0533  0.2697  -0.177
Si  9.5708  6.8362  28.9856  -0.0145  0.0169  0.1137
Si  1.3673  9.5708  28.9856  0.0344  0.0426  0.0866
Si  6.8362  9.5708  28.9856  -0.0535  -0.0288  -0.2426
Si  0  0  30.3529  0.0829  0.0027  -0.0253
Si  5.469  0  30.3529  0.0087  0.0312  -0.0016
Si  2.7345  2.7345  30.3529  0.031  -0.0722  -0.0061
Si  8.2035  2.7345  30.3529  -0.0145  -0.0036  -0.0051
Si  0  5.469  30.3529  -0.0019  0.0315  0.0069
Si  5.469  5.469  30.3529  0.1017  0.0099  -0.0142
Si  2.7345  8.2035  30.3529  0.0267  0.0161  -0.0102
Si  8.2035  8.2035  30.3529  0.0134  -0.0452  -0.0251
Si  1.3673  1.3673  31.7201  -0.0582  0.0352  -0.0039
Si  6.8362  1.3673  31.7201  -0.006  0.0181  -0.01
Si  4.1018  4.1018  31.7201  -0.0306  0.0379  -0.0224
Si  9.5708  4.1018  31.7201  -0.0011  -0.0415  -0.0177
Si  1.3673  6.8362  31.7201  0.0332  0.0231  -0.0124
Si  6.8362  6.8362  31.7201  -0.0431  0.0377  -0.0129
Si  4.1018  9.5708  31.7201  -0.0197  -0.0152  -0.0188
Si  9.5708  9.5708  31.7201  -0.0234  0.0115  -0.0292
Si  2.7345  0  0.6835  0.0463  -0.0053  0.0288
Si  8.2035  0  0.6835  0.0413  -0.0772  0.0382
Si  0  2.7345  0.6835  -0.0115  0.0437  0.0048
Si  5.469  2.7345  0.6835  0.039  -0.057  0.0007
Si  2.7345  5.469  0.6835  0.0358  -0.0415  0.0396
Si  8.2035  5.469  0.6835  -0.0136  0.0481  0.0247
Si  0  8.2035  0.6835  0.0199  -0.0391  -0.0011
Si  5.469  8.2035  0.6835  0.0147  -0.002  0.0135
Si  4.1018  1.3673  2.0507  -0.0056  0.0412  0.0144
Si  9.5708  1.3673  2.0507  0.0814  0.0994  0.0371
Si  1.3673  4.1018  2.0507  -0.1005  -0.0888  0
Si  6.8362  4.1018  2.0507  -0.1157  -0.067  0.0098
Si  4.1018  6.8362  2.0507  -0.0128  0.0504  -0.0207
Si  9.5708  6.8362  2.0507  -0.0218  0.0876  0.0008
Si  1.3673  9.5708  2.0507  -0.0548  -0.0625  0.0145
Si  6.8362  9.5708  2.0507  -0.0243  0.0181  0.0019
Si  0  0  3.418  0.3103  0.2398  0.427
Si  5.469  0  3.418  0.3297  0.1906  -0.2782
Si  2.7345  2.7345  3.418  -0.2222  -0.2289  -0.1738
Si  8.2035  2.7345  3.418  0.0778  0.0805  0.2161
Si  0  5.469  3.418  -0.091  -0.2922  0.0823
Si  5.469  5.469  3.418  -0.1608  -0.2737  0.1589
Si  2.7345  8.2035  3.418  -0.2556  -0.3324  -0.4404
Si  8.2035  8.2035  3.418  0.2969  -0.0285  -0.249
Si  1.4855  1.3337  4.8819  -0.0027  -0.015  0.0155
Si  6.8239  1.3919  4.8001  0.0017  -0.006  0.0054
Si  3.9998  4.0931  4.7964  0.003  0.013  0.0088
Si  9.6214  4.0409  4.8487  0.0038  -0.0052  0.0018
Si  1.3732  6.8052  4.7689  0.0036  0.0011  -0.0008
Si  6.9548  6.7327  4.7344  -0.0079  -0.0083  0.0086
Si  4.1466  9.5117  4.6783  0.0027  -0.0069  -0.004
Si  9.5504  9.5996  4.7793  -0.0021  -0.0075  0.0176
Si  2.9878  -0.1357  6.1927  -0.0135  0.0248  0.0008
Si  8.1511  0.0161  6.2055  -0.0108  -0.0085  -0.0044
Si  0.0168  2.6542  6.2984  0.0006  0.0027  -0.005
Si  5.3803  2.7187  6.1255  -0.0058  0  -0.0253
Si  2.5389  5.3633  6.2332  0.0038  -0.0119  -0.0053
Si  8.2923  5.4195  6.2519  -0.0032  0.0085  -0.0063
Si  0.0481  8.2069  6.0767  -0.0222  -0.0098  -0.0083
Si  5.475  8.0916  5.8999  0.0064  -0.0002  0.0025
Si  4.3441  1.1985  7.6826  0.0051  -0.0322  0.0276
Si  9.9005  0.9324  7.5496  -0.0007  -0.0073  0.0086
Si  0.9689  4.2374  7.8035  0.002  0.0218  -0.0044
Si  6.5208  4.3249  7.3673  -0.0056  0.0055  0.0252
Si  4.3078  6.5513  7.1736  -0.0002  0.0045  0.0149
Si  9.3328  7.22  7.4279  0.005  0.0159  0.0021
Si  1.3349  9.6722  7.4117  0.0049  0.0203  0.0124
Si  6.8748  9.2997  7.3184  -0.0038  0.0061  -0.0221
O  9.5939  6.8642  24.4259  0.0078  -0.0072  -0.0034
O  3.9829  1.5185  24.5663  0.0069  -0.0004  -0.0036
O  8.0656  8.2233  7.5274  0.0131  -0.0196  0.0091
O  2.8905  1.6696  8.3522  0.0031  0.0057  -0.002
O  6.8089  4.1062  24.4253  0.0014  -0.0013  -0.0046
O  1.3698  9.6183  24.4053  -0.0014  -0.0026  -0.0032
O  5.4565  5.5258  7.7584  -0.0064  0.0026  -0.0046
O  0.168  -0.1635  7.6791  0.0079  -0.0078  -0.006
O  6.8077  3.5282  8.7953  -0.0011  0.0035  -0.0108
O  6.2696  9.5684  8.8255  -0.0042  -0.0001  -0.0023
O  9.7982  7.3606  9.0268  0.0045  -0.0027  -0.0019
O  1.8704  9.1843  8.9095  -0.0077  0.0078  -0.008
N  5.4089  1.1136  9.1604  -0.0215  0.016  -0.0242
O  1.7003  3.7684  9.2004  -0.0084  -0.0068  -0.001
O  9.6232  1.1873  9.1385  0.008  0.001  -0.0163
O  3.759  7.4413  8.4156  -0.0075  0.0038  -0.0001
O  7.8723  8.5819  23.4312  0.0012  -0.0016  0.0024
O  8.4745  2.2029  23.6028  -0.0018  0.0025  0.0008
O  5.0302  5.8986  23.6114  0.0016  -0.0018  0.0007
O  2.2648  3.2823  23.6446  -0.0005  0  0.0029
O  10.607  0.5984  23.6472  0.0021  -0.0006  0.0004
O  0.402  5.1591  23.5286  -0.0026  0.0035  0.0028
O  3.1778  7.8409  23.5502  -0.002  0.0005  -0.0002
O  5.5105  14.0935  19.1451  -0.0005  0.0008  0.0013
Si  11.3885  2.3814  20.7937  -0.0003  -0.0002  -0.0011
Si  7.8317  9.3931  22.0172  -0.0005  0.0006  0.0006
Si  2.2558  5.1737  13.5364  0.0001  0.0019  0.0008
Si  12.2537  7.3828  16.8093  -0.0012  -0.001  -0.0015
Si  -0.1078  -4.6247  9.697  -0.0028  0.0062  0.003
Si  10.9028  8.9077  14.742  -0.0026  0.0003  0.0025
Si  -1.4022  -4.9792  17.6963  0.001  0.0004  -0.002
Si  1.6174  4.4528  22.7113  -0.0007  -0.0026  0.0033
Si  4.5805  10.9187  16.9465  -0.001  -0.0005  -0.0015
Si  6.8792  5.8715  16.2481  -0.0019  0.0004  -0.0014
Si  5.7105  2.7467  9.7379  0.0058  0.0007  0.0002
Si  2.7714  9.2167  18.6688  -0.0014  -0.0007  -0.0033
Si  7.7244  3.5455  11.6784  0.0011  0.0004  0.0023
Si  9.0242  1.086  10.638  -0.0013  0.001  0.0097
Si  9.0689  1.6053  15.8929  -0.0027  0.0009  0.0014
Si  2.6064  4.6968  16.5613  0.0001  -0.0002  -0.0005
Si  -3.9421  3.4072  14.5951  -0.0021  0.0035  0.0055
Si  6.1722  10.7129  9.9798  0.0031  -0.0011  -0.0013
Si  16.0311  4.502  18.3369  0.0008  0.0021  -0.004
Si  4.9558  7.1831  19.8232  -0.0022  -0.0015  -0.0013
Si  -1.5529  1.1724  22.7335  -0.0015  -0.0005  0.0026
Si  2.1307  2.3608  12.4998  0.0005  -0.0023  -0.0057
Si  5.4502  10.9651  21.9166  -0.002  0.0015  0.0044
Si  0.0851  6.9433  12.7086  -0.0013  0.0009  -0.0007
Si  13.7507  2.6884  9.6258  -0.0056  -0.0092  -0.0001
Si  10.9304  3.25  17.7852  -0.0012  0.0037  -0.0023
Si  8.0763  7.9723  19.3731  0.0007  -0.0006  -0.0042
Si  -6.3727  1.4775  14.3339  0.0002  -0.0014  0.0019
Si  -2.2544  -1.2456  16.7135  -0.0018  -0.0004  -0.0014
Si  2.8869  7.8778  12.377  -0.0027  -0.0014  -0.0008
Si  -5.8008  1.6055  19.4282  -0.001  -0.0004  -0.0009
Si  -0.3774  0.6536  13.2677  -0.0002  0.0016  -0.0015
Si  3.882  6.6266  22.7171  0.0013  0.0034  0.0017
Si  2.7512  0.4057  20.7084  0.0009  -0.0017  0.0002
Si  13.5452  7.8327  9.4559  0.0213  -0.0044  -0.0012
Si  6.2306  8.6825  15.3057  0  -0.0036  -0.0014
Si  5.088  -1.1612  12.8445  -0.0007  -0.0053  0.0038
O  6.4026  5.0647  17.5711  -0.0042  -0.0003  0.0014
O  -0.5593  -4.6504  11.3135  0.0005  -0.0005  -0.0004
O  6.7099  4.9616  14.9314  0  -0.0011  0.0009
O  2.2066  9.9998  19.973  -0.0018  0.0015  0.0015
O  -0.2656  5.0705  8.5955  0.0036  -0.0158  -0.0066
O  1.0183  3.8122  21.3404  -0.0009  0.0001  -0.0006
O  1.4693  6.6775  9.6233  -0.007  -0.0078  0.0033
O  -5.6048  0.25  13.6048  -0.0012  0.006  0.0037
O  14.1588  6.4401  13.1128  -0.0005  0.0013  0.0012
O  8.5518  11.3075  16.8254  -0.0011  0.0048  0.0001
O  5.3165  9.7092  16.1643  -0.0024  0.0007  0.0011
O  -1.4796  1.1143  14.3829  0.0004  0.0011  -0.0006
O  2.2953  3.9846  12.4249  -0.0001  -0.0004  -0.0012
O  5.9905  8.6885  13.6835  -0.0011  0.0005  -0.0013
O  2.6736  4.4851  14.9452  -0.001  -0.0015  0.0037
O  6.2993  2.8399  11.2512  -0.0025  -0.0008  0.0033
O  3.2175  1.7437  13.5061  -0.0043  -0.0012  0.003
O  14.8933  4.1154  17.2412  -0.0011  0.0007  0.0017
O  -3.1119  13.5988  15.7878  0.0008  -0.0005  0.0006
O  0.7032  5.7066  13.5791  -0.0033  0.0008  0
O  7.7634  9.1364  15.5046  -0.0001  -0.0019  -0.0001
O  0.2975  2.4478  19.1728  -0.0009  -0.0005  0.0042
O  4.578  5.6628  19.3519  -0.0001  -0.0003  0.0017
O  7.7305  5.0968  11.203  0.0036  0.0029  0.0013
O  10.8795  6.59  17.0705  -0.0017  0.0001  0.0013
O  2.7446  5.5431  22.2845  -0.0021  -0.0011  -0.0001
O  9.0299  6.6864  19.0628  -0.0024  0.0016  0.0024
O  1.2616  7.9964  12.2771  0.0007  0.0014  0.0011
O  -5.4373  0.635  18.1478  0.0021  -0.0006  0.0022
O  7.6147  0.2762  10.5521  0.0003  -0.0002  0.0018
O  11.2694  -0.6946  13.8742  0.0001  0.0005  -0.0002
O  4.2416  3.4759  9.7586  0.0153  0.0131  -0.0046
O  4.0446  8.2757  19.0361  -0.0011  -0.0007  0.0014
O  8.4502  6.1925  16.5026  -0.0022  0.0008  0.0002
O  1.3588  3.9  17.207  -0.0019  -0.0002  0.0016
O  -0.8424  7.8418  13.7297  -0.0029  0.0001  -0.0004
O  5.5392  2.7595  14.3336  -0.0017  0.0006  -0.0005
O  2.5353  6.3051  16.8118  -0.0004  0.0005  0.0009
O  9.8109  4.4019  18.0712  -0.0003  -0.001  0.001
O  4.1787  1.1302  15.8737  -0.002  0.002  -0.0018
O  3.4203  7.9361  10.8468  -0.0002  0.0009  -0.0076
O  3.5581  -1.7406  13.0561  -0.0009  0.0018  0.0008
O  8.5327  10.8498  22.177  -0.0012  -0.0003  -0.001
O  -3.0205  3.3743  13.276  0.0013  0  -0.0045
O  9.9523  2.0215  21.4667  0.0007  0.0003  -0.0006
O  8.5582  8.5702  20.8119  -0.0009  0.0016  0.0033
O  -5.0325  1.1604  20.8105  0.0004  -0.0006  0.0021
O  5.4261  -0.9252  11.2672  -0.0032  -0.0004  0.001
O  1.3026  8.148  15.3464  0.0004  -0.0011  0.0008
O  2.3862  1.8621  10.9626  0.0009  -0.001  0.0085
O  6.5141  7.5099  19.4696  -0.0001  0.0016  0.0004
O  1.5303  -2.561  18.0678  0.0007  0.0023  0.0025
O  1.4703  12.138  21.2806  -0.002  0.0018  -0.0006
O  8.9274  2.6577  11.0449  0.0002  -0.0005  0.0005
O  3.206  -0.6195  17.5572  -0.0027  -0.0018  0.003
O  8.3057  -1.8761  18.1656  -0.0024  -0.0006  0.0038
O  10.1635  -1.6261  16.1439  0.003  0  -0.0013
O  -0.574  2.2504  16.6341  -0.0019  -0.0017  0
O  0.6843  1.8707  13.0466  -0.0043  -0.001  -0.0015
O  6.2726  -1.3348  21.5414  -0.0003  0.0011  0
O  15.5466  7.2462  21.4097  0.0005  0.0008  -0.0008
O  5.897  0.2744  23.4652  -0.005  0.0017  0.0111
O  -4.9347  7.2121  15.9686  -0.0004  -0.0007  0.0006
O  3.5274  1.4406  19.6989  -0.0028  0.0002  0.0021
O  3.8197  -0.1001  21.8488  0.0001  0.0006  -0.0004
O  9.902  0.3241  11.799  -0.0022  0.0022  0.0015
H  8.536  5.6181  11.3791  -0.0051  -0.0013  0.0004

Results
free energy: -135569.291 eV
free energy less fixed offsets of H -15.97, N -385.13, O -568.88, Si -635.61 eV per atom: -1.741 eV

The program warned: the cutoff lies below the one the program advises for these potential files; the forces do not sum to zero within the program's tolerance; the exchange-correlation potential is rough where the density is thin.
